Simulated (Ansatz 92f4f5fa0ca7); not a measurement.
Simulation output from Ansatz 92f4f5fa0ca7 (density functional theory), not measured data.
Periodic cell of 223 atoms, Si133O90, from a study of silicon, its oxide and their interface. The atomic structure is a simulated model.
Doubt: the cutoff is far below the 930 eV that the study's wrapper takes by default for these files, so forces and energies are approximate.
This geometry differs little from another in the collection (a relaxation step or a small displacement).

Settings: functional PBE; potential files Ansatz PAW; basis plane waves; wave-function cutoff 580 eV; density cutoff ratio 5; exchange-correlation grid ratio 1; k mesh 1 x 1 x 1, Gamma-centred; self-consistency stop 5e-08 eV per atom in the density residual; occupations fixed; spin none; net charge 0.

Cell vectors (angstrom)
a  10.938  0  0
b  0  10.938  0
c  0  0  32.3112

Atoms and the computed forces on them: element, x, y, z (angstrom), force x, y, z (eV/angstrom)
Si  -0.0864  0.334  24.8118  0.0067  -0.0085  0.006
Si  5.3851  0.4619  24.9164  0.0015  0.0034  0.0009
Si  3.0264  2.5747  24.9324  -0.0049  0.0073  0.0055
Si  8.4285  2.4364  24.8074  -0.0055  0.0004  0.0037
Si  -0.5191  5.8064  24.6303  -0.0043  -0.0073  -0.0024
Si  5.5146  5.7352  25.0229  0.0146  -0.0027  0.0055
Si  3.3665  8.0142  24.4905  0.0144  -0.0008  0.0024
Si  8.3699  8.2983  24.7356  -0.0031  0.0018  -0.0044
Si  1.4091  1.4598  26.2248  0.0003  -0.0062  0.0059
Si  6.9196  1.4509  26.3118  -0.0012  -0.0006  0.0032
Si  4.2083  4.1544  26.1915  -0.0086  -0.008  0.0107
Si  9.4944  4.1437  26.0651  0.0034  -0.0007  0.0054
Si  1.1348  6.7026  26.1176  -0.0001  -0.0136  0.0127
Si  6.9286  7.0671  26.2421  0.0004  -0.0006  0.0091
Si  4.2311  9.64  26.0055  -0.0065  -0.0062  0.0047
Si  9.6618  9.6774  26.1109  0.0004  0.0022  0.0075
Si  2.7461  -0.0425  27.4712  0.0071  0.0057  0.0038
Si  8.2351  -0.0268  27.551  -0.0025  0.0055  0.0039
Si  -0.0321  2.8136  27.5114  -0.0061  0.0014  -0.0019
Si  5.4803  2.7688  27.595  0.0038  -0.0016  0.0049
Si  2.7022  5.4613  27.4834  0.0023  0.0013  0.0037
Si  8.1805  5.4983  27.5172  0.0014  -0.0021  0.0052
Si  -0.0393  8.2039  27.5277  -0.0017  -0.0033  0.0077
Si  5.4454  8.289  27.5431  0.0001  -0.0003  0.0034
Si  4.1018  1.3673  28.893  -0.0776  -0.3361  -0.1188
Si  9.5708  1.3673  28.893  0.0935  0.2254  -0.059
Si  1.3673  4.1018  28.893  -0.0672  0.1404  0.061
Si  6.8362  4.1018  28.893  0.1016  0.4448  0.3853
Si  4.1018  6.8362  28.893  -0.2778  0.1683  -0.343
Si  9.5708  6.8362  28.893  -0.1748  -0.1165  0.1354
Si  1.3673  9.5708  28.893  0.1099  -0.2245  -0.2134
Si  6.8362  9.5708  28.893  0.0336  0.177  0.3489
Si  0  0  30.2602  0.1006  0.0992  -0.053
Si  5.469  0  30.2602  0.109  0.0703  0.0226
Si  2.7345  2.7345  30.2602  -0.0932  -0.0436  -0.053
Si  8.2035  2.7345  30.2602  0.0426  0.0221  0.0053
Si  0  5.469  30.2602  0.1255  0.0666  -0.0097
Si  5.469  5.469  30.2602  0.0949  -0.0374  -0.0233
Si  2.7345  8.2035  30.2602  -0.0296  -0.0183  0.0136
Si  8.2035  8.2035  30.2602  -0.0836  -0.1169  0.0108
Si  1.3673  1.3673  31.6275  0.0268  -0.0298  -0.0032
Si  6.8362  1.3673  31.6275  -0.0553  0.0586  -0.0138
Si  4.1018  4.1018  31.6275  0.0053  0.0162  -0.0138
Si  9.5708  4.1018  31.6275  0.0218  0.0127  -0.0456
Si  1.3673  6.8362  31.6275  -0.0605  -0.0239  -0.0188
Si  6.8362  6.8362  31.6275  -0.0445  0.0735  0.0176
Si  4.1018  9.5708  31.6275  0.0102  -0.0092  -0.0244
Si  9.5708  9.5708  31.6275  -0.0142  0.0053  -0.0164
Si  2.7345  0  0.6835  -0.0158  0.0084  0.0208
Si  8.2035  0  0.6835  -0.0069  0.0087  0.0151
Si  0  2.7345  0.6835  -0.0198  0.0409  0.0025
Si  5.469  2.7345  0.6835  0.0739  -0.0305  -0.0019
Si  2.7345  5.469  0.6835  -0.0264  0.0124  0.0169
Si  8.2035  5.469  0.6835  0.0162  -0.064  0.0199
Si  0  8.2035  0.6835  0.1399  -0.07  0.0015
Si  5.469  8.2035  0.6835  0.0083  0.0151  0.0269
Si  4.1018  1.3673  2.0507  0.0015  0.1002  -0.0251
Si  9.5708  1.3673  2.0507  0.0475  -0.0018  0.0244
Si  1.3673  4.1018  2.0507  -0.0398  -0.0402  0.0126
Si  6.8362  4.1018  2.0507  -0.0976  -0.0029  -0.0024
Si  4.1018  6.8362  2.0507  -0.0038  -0.0543  0.0162
Si  9.5708  6.8362  2.0507  -0.0041  0.067  0.0311
Si  1.3673  9.5708  2.0507  -0.1028  0.0487  -0.0438
Si  6.8362  9.5708  2.0507  0.0194  -0.0343  0.006
Si  0  0  3.418  -0.0717  -0.366  -0.5317
Si  5.469  0  3.418  0.0309  -0.1041  0.2995
Si  2.7345  2.7345  3.418  0.1879  -0.0032  -0.3421
Si  8.2035  2.7345  3.418  -0.3917  -0.3467  0.3223
Si  0  5.469  3.418  0.0458  -0.1805  0.0099
Si  5.469  5.469  3.418  0.0968  -0.0754  -0.3377
Si  2.7345  8.2035  3.418  0.2701  0.2623  0.2841
Si  8.2035  8.2035  3.418  -0.0921  0.217  0.0019
Si  1.4673  1.2426  4.687  0.0046  -0.0022  0.0017
Si  6.8006  1.3205  4.8829  0.0022  0.0001  -0.0021
Si  4.1264  4.092  4.7588  0.0026  -0.0035  0.0038
Si  9.57  4.0661  4.7715  0.0027  0.0007  0.0021
Si  1.3699  6.8505  4.7645  -0.0021  0.0015  -0.0043
Si  6.8365  6.8207  4.7607  0  -0.0011  0.0026
Si  4.1831  9.5421  4.8726  0.0003  -0.0022  -0.0004
Si  9.537  9.6302  4.7948  0.0024  -0.0018  -0.0028
Si  2.7818  -0.0188  6.2115  -0.002  0.0051  -0.0013
Si  8.0933  -0.1149  6.3402  0.0006  0.001  -0.0031
Si  0.0709  2.5935  5.9134  -0.0016  0.0042  -0.0001
Si  5.3876  2.7158  6.2365  -0.0011  0.0039  -0.0061
Si  2.8411  5.5646  6.0734  0.0014  -0.0007  -0.0012
Si  8.192  5.4469  6.1119  -0.0029  -0.0017  -0.0019
Si  -0.0485  8.1945  6.0755  0.0005  0.0002  -0.0011
Si  5.5923  8.1641  6.2891  -0.001  -0.0027  -0.0014
Si  3.6433  1.744  7.5963  0.0005  -0.0082  0.0003
Si  10.3102  1.3207  7.7676  0.005  0.0081  -0.0038
Si  1.5165  3.9509  7.037  -0.0043  -0.0017  -0.0086
Si  6.5831  4.3366  7.44  0.0088  -0.0086  -0.0144
Si  4.3765  6.5955  7.578  -0.0056  0.0046  -0.0065
Si  9.1959  7.1647  7.3464  -0.0015  0.0008  -0.0077
Si  1.1838  9.6774  7.4088  0.0046  -0.0039  -0.0029
Si  7.4828  8.8708  7.6056  0.002  -0.0004  -0.0006
O  12.8339  7.7884  25.1288  0.0005  0.0178  -0.0127
O  4.1552  1.4675  24.4507  0.013  -0.0039  -0.0136
O  9.7157  6.6157  8.8489  0.0042  -0.0042  0.0128
O  -2.2053  0.9554  7.4707  -0.0082  -0.0013  0.0064
O  7.6038  2.9076  23.4432  0.0006  0.0012  0.0026
O  3.1726  10.6138  22.0275  -0.0016  0.0022  -0.0005
O  5.4758  5.4371  8.0189  -0.0065  0.0035  0.0164
O  0.1423  -0.1117  7.9518  0.0014  -0.004  0.0082
O  7.3307  3.6556  8.7363  0.0021  -0.0031  0.0074
O  7.343  9.0322  9.2713  -0.0012  0.001  0.0121
O  11.2542  4.6999  7.879  0.0028  -0.0015  0.0009
O  1.7698  8.914  8.7404  -0.0055  0.0035  0.0001
O  3.9171  1.2176  9.134  0.0007  0.0028  0.003
O  2.5279  2.9392  7.8837  -0.0005  0.0037  0.0127
O  10.5739  2.0853  9.1789  -0.0001  -0.0014  0.001
O  3.7509  7.1991  8.9952  0.0031  -0.0044  0.0039
O  7.8661  9.0412  23.3213  0.0089  -0.0065  0.0099
O  9.5998  1.3398  24.3409  -0.0106  0.0049  -0.0085
O  6.496  5.2761  23.7905  -0.0027  0.0041  0.0023
O  2.2869  3.1669  23.5883  0.0007  -0.0006  0.0007
O  11.7139  -0.2419  23.5052  -0.0015  -0.0029  0.0071
O  -1.5376  7.0938  24.3042  0.0007  -0.0027  -0.0082
O  3.0717  8.2344  22.8975  -0.0025  -0.0084  0.0069
O  6.3044  11.176  23.5678  -0.0016  0.0001  0.0052
Si  12.4889  -0.0406  22.0696  0.0029  0.0019  0.0016
Si  7.1777  4.2973  22.6901  -0.0003  -0.0031  -0.0028
Si  5.5922  15.6019  20.0508  -0.0007  -0.005  0.0033
Si  10.652  1.4455  13.1674  0.0066  0.0063  -0.0006
Si  5.4342  -0.9732  12.345  -0.0015  0.0013  -0.0048
Si  2.0314  1.3033  14.8883  0.0011  0.0025  0.0049
Si  4.6447  1.6022  13.3669  -0.0005  0.0026  0.0019
Si  -0.7315  4.9648  22.4114  0.0007  0.0024  0.0089
Si  10.6489  4.8602  17.9882  -0.0026  0.001  -0.0031
Si  11.126  3.4946  15.114  0.0047  -0.0017  0.0031
Si  10.1566  2.8847  10.5268  0.0034  0.0027  -0.0142
Si  3.9079  9.1605  21.856  0.0044  0.0015  0.0021
Si  7.5158  5.6602  11.9328  -0.0007  -0.0008  -0.0068
Si  9.78  9.5549  12.6929  -0.0006  -0.0052  -0.0027
Si  8.079  0.5662  19.9644  -0.0036  0.0017  -0.0057
Si  5.7183  3.2251  15.54  0.0038  -0.0007  0.004
Si  8.8721  7.8567  15.1037  -0.0031  0.0009  0.0074
Si  7.7363  8.5237  10.7767  -0.0006  0.0009  -0.0111
Si  12.3405  5.257  20.3342  0.0004  -0.0044  -0.0045
Si  13.7611  8.5869  17.1929  -0.0047  0.0047  -0.0001
Si  -0.0238  -0.6954  19.6353  -0.0013  -0.0005  -0.0058
Si  6.3058  6.1784  14.7666  -0.0008  -0.0013  0.0079
Si  10.6616  7.9864  17.5042  -0.0019  -0.0029  -0.0033
Si  2.1064  11.3856  17.7891  0.0033  0.0005  -0.0008
Si  10.9139  5.5592  9.2063  0.0023  -0.0003  -0.0104
Si  8.1793  14.389  19.0992  0.0044  -0.0033  0.0014
Si  6.786  10.0141  22.5441  -0.0049  0.0046  -0.0034
Si  -0.6228  5.7891  13.316  0.0013  -0.0016  0.0011
Si  6.9305  1.5213  17.5245  -0.0001  -0.0047  -0.0062
Si  2.3003  7.6538  9.6148  -0.0017  0.0001  -0.0031
Si  1.4287  3.0074  22.2153  -0.0001  0.0016  0.0064
Si  3.8389  8.0089  14.3759  0.0003  -0.0022  0.0048
Si  3.7665  7.1488  19.6447  -0.001  0.0013  -0.0023
Si  4.297  2.6653  18.136  -0.0026  -0.0009  -0.0051
Si  12.3337  7.8533  12.5068  0.0045  -0.0017  -0.0051
Si  7.165  3.1323  10.2714  0.0016  0.0029  -0.0127
Si  4.6769  1.1625  10.5614  -0.0035  0.0016  -0.0126
O  7.0036  4.5707  19.2386  -0.0022  0.0021  0.002
O  3.993  1.9005  11.8779  0.0003  0.0019  0.002
O  13.3533  6.5046  20.2668  0.0017  -0.0003  0.0013
O  0.0529  16.6623  21.1666  0.0037  0.0015  0.0027
O  4.7788  6.754  14.8478  0.0011  0.0004  -0.0008
O  -1.3307  4.1914  19.0516  0.0006  0.0003  0.0026
O  6.4485  4.7059  15.4995  0.0007  0.002  -0.0023
O  -4.1628  4.4007  11.216  0.0011  0  0.0082
O  9.8509  6.6579  14.6095  0.0012  0.0006  0.0007
O  7.3806  7.2453  15.4235  0.002  -0.0002  -0.0017
O  12.0682  4.7841  18.7857  0.0026  0.0025  0.0062
O  9.5519  8.5318  16.428  0.0027  -0.0015  -0.0005
O  5.2698  2.973  13.9871  0.0007  -0.0015  -0.0003
O  8.8457  8.9581  13.902  0.0026  0.0016  -0.0012
O  0.288  4.6293  13.9661  0.0014  -0.0028  -0.0001
O  2.3286  8.1019  11.1825  -0.0026  0  0.0071
O  -1.9438  5.2563  12.5201  -0.0001  -0.0008  0.0019
O  7.2441  -0.2251  21.1335  -0.0002  -0.0007  0.0022
O  1.2601  8.1374  16.9625  0.0032  0.0006  0.0025
O  10.2775  6.4255  17.7604  0.0025  -0.001  0.0012
O  12.0796  0.8022  13.6271  -0.0015  -0.0017  -0.0014
O  6.0033  4.1326  21.5513  -0.002  0.0008  0.0001
O  14.4562  8.8261  15.7459  -0.0001  -0.0014  0.0013
O  8.5885  2.5735  10.7954  -0.0004  0.0005  0.0079
O  10.1276  2.3395  14.4634  -0.0024  -0.0012  0.0009
O  3.8855  -2.3285  20.3399  -0.0014  -0.0069  -0.0025
O  13.0341  4.0207  21.1355  0.0011  0.0044  -0.0009
O  2.4156  7.5182  13.7361  -0.0017  0.0007  0.0002
O  1.695  2.869  15.2358  -0.0018  0.0002  -0.0003
O  13.8855  10.0019  18.0161  -0.0009  -0.0019  0.0001
O  7.619  6.8971  10.8732  0.0005  0.002  0.0068
O  11.3608  9.1338  12.8232  -0.0011  0.0044  0.0037
O  3.6158  7.4255  18.0395  0.0033  -0.0032  0.0091
O  6.5214  1.8022  15.9437  -0.0018  -0.0006  -0.0009
O  5.0578  17.1458  20.0042  -0.0027  0.0044  0.0015
O  0.3534  6.6076  12.3007  0.0023  0.0004  0.0017
O  5.754  0.3985  13.2  0.0024  -0.0012  0.0011
O  -0.1373  3.4267  22.4623  0  -0.0007  -0.002
O  10.6564  4.0535  16.569  -0.0003  0.0009  0.0009
O  6.5838  6.09  13.1743  0.0019  -0.0008  0.0009
O  6.7528  9.1682  11.8948  0.0019  -0.0015  0.0016
O  4.5431  -1.9626  13.2724  0.0017  0.001  0.0002
O  8.0547  13.1521  20.1956  -0.001  0.0008  0.0012
O  5.5402  1.6374  18.3789  -0.0011  0.0019  0.006
O  9.5874  0.0472  20.1592  0.0033  -0.0044  0.0019
O  5.4726  9.1039  22.2757  0.0047  0.0033  0.0014
O  3.5738  1.0786  14.474  0.0023  -0.0011  0.0003
O  4.7361  -0.4348  10.9518  0.0021  -0.0032  0.0093
O  2.918  12.7411  18.2068  0.0009  0.0003  0.0016
O  9.2322  9.0244  11.2369  -0.0016  -0.0003  0.0058
O  11.8131  9.913  20.9563  -0.0029  -0.0029  -0.0026
O  7.9924  2.7565  17.6456  0.0029  0.004  0.0046
O  10.538  8.8494  18.8817  0.001  0.0045  0.0065
O  10.4817  4.4783  10.3414  -0.0039  -0.0036  0.0108
O  11.6784  11.307  18.6617  -0.0013  -0.0018  0.0049
O  4.4079  3.7696  19.3383  0.0002  0.0029  0.0023
O  12.6178  11.385  16.2178  0.0017  -0.001  0.0012
O  6.1218  1.8958  10.3535  -0.0003  -0.0003  0.0066
O  1.3292  6.3561  9.5764  0.0004  0.0011  0.0038
O  -3.3199  0.2706  18.3761  0.0044  -0.0016  0.0087
O  12.3577  12.449  21.6151  -0.0006  0.0009  -0.0026
O  4.2656  6.6517  24.4744  -0.0228  0.0119  -0.0175
O  4.5049  14.2932  16.6543  0  -0.0022  0.0055
O  9.6367  0.2378  12.7947  -0.0005  0.0011  0.0008
O  -2.3614  4.9459  22.0925  -0.0019  0  0.0005
O  10.9449  2.356  11.8436  -0.0008  -0.0024  0.0089

Results
free energy: -135735.135 eV
free energy less fixed offsets of O -568.88, Si -635.61 eV per atom: 0.195 eV

The program warned: the cutoff lies below the one the program advises for these potential files; the exchange-correlation potential is rough where the density is thin.
